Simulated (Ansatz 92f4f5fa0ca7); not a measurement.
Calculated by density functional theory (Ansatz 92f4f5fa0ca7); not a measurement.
Periodic cell of 264 atoms, Si152O112, from a study of silicon, its oxide and their interface. The atomic structure is a simulated model.
This geometry differs little from another in the collection (a relaxation step or a small displacement).

Settings: functional r2SCAN; potential files Ansatz PAW; basis plane waves; wave-function cutoff 800 eV; density cutoff ratio 5; exchange-correlation grid ratio 1; k mesh 1 x 1 x 1, shifted by 0.5 0.5 0 of a step; self-consistency stop 1e-10 eV per atom in the density residual; occupations fixed; spin none; net charge 0.

Cell vectors (angstrom)
a	10.887	0	0
b	0	10.887	0
c	0	0	37.4889

Atoms and the computed forces on them: element, x, y, z (angstrom), force x, y, z (eV/angstrom)
Si	0.4478	-0.017	0.1421	-0.0001	0	-0.0073
Si	3.1948	2.5562	0.1876	0.0008	0.0001	-0.0039
Si	-0.2559	5.4543	-0.016	-0.0003	-0.0022	-0.0072
Si	2.4827	8.5338	0.1247	-0.0002	-0.001	-0.0044
Si	5.2944	0.2706	0.0202	0.0004	-0.001	-0.0037
Si	7.8633	3.0661	0.2215	0.0007	-0.0005	-0.0048
Si	5.7158	5.2966	0.0568	-0.0011	-0.0005	-0.0071
Si	8.5905	7.8668	-0.0519	0.0004	-0.0009	-0.0067
Si	1.575	1.44	1.5183	0.0011	-0.0007	0.0023
Si	4.264	4.1255	1.4977	0.0003	0.0002	0.0012
Si	1.3496	6.771	1.2329	0.0001	-0.0006	0.0021
Si	4.1152	9.6196	1.4009	0	-0.0007	0.0007
Si	6.7782	1.406	1.4418	-0.0005	-0.0008	0.0003
Si	9.4832	4.1352	1.5132	0.0001	0.0006	0.0026
Si	6.933	6.8511	1.3299	0.0007	0.0005	0.0029
Si	9.6547	9.5652	1.2379	0.0002	-0.0007	0.0022
Si	0.0455	2.7456	2.7454	0.0005	0.0002	0.0021
Si	2.8377	0.0427	2.8792	-0.0002	-0.0005	-0.0015
Si	0.0486	8.1671	2.6832	-0.0005	-0.0012	-0.0017
Si	2.743	5.4772	2.6701	-0.0008	0.0009	-0.0011
Si	5.5143	2.7438	2.8971	-0.0001	-0.0012	0.0002
Si	8.2271	-0.0135	2.643	0.0001	-0.0015	0.0022
Si	5.5044	8.1944	2.6602	0.0005	0.0002	0
Si	8.1684	5.5109	2.8442	0.0001	-0.0001	0.0009
Si	1.3882	4.13	4.0799	0.0001	-0.0007	-0.0012
Si	4.1367	1.4038	4.2263	0.0008	0.0001	0.003
Si	1.4099	9.5078	4.09	-0.0015	-0.0014	-0.0016
Si	4.1227	6.8258	4.0331	-0.0008	-0.0003	0.002
Si	6.8643	4.109	4.1984	-0.0003	-0.0002	-0.0006
Si	9.5679	1.3385	4.0589	-0.0003	-0.0008	0.001
Si	6.8476	9.5469	4.0439	0.0005	-0.0013	0.0022
Si	9.5611	6.8752	4.1169	0.001	-0.0004	0.0017
Si	0.0207	-0.0251	5.4376	-0.0004	-0.0004	0.0013
Si	2.7054	2.7544	5.4854	-0.0007	0.0007	-0.0014
Si	0.0176	5.4698	5.4471	-0.0002	-0.0009	0.0013
Si	2.7679	8.1566	5.4422	-0.0001	-0.0022	0.0009
Si	5.5038	-0.0098	5.4719	-0.0001	-0.0021	-0.0006
Si	8.2238	2.6956	5.473	0.0004	-0.0012	-0.0002
Si	5.4316	5.4582	5.4627	-0.0003	-0.0008	0.0004
Si	8.1644	8.1935	5.4585	-0.0007	-0.0002	0.0005
Si	1.3507	1.356	6.8144	0.0004	-0.0027	-0.0008
Si	4.0739	4.0969	6.8266	0.0008	-0.0013	0
Si	1.3836	6.8073	6.801	0	-0.0019	-0.0009
Si	4.1118	9.525	6.8097	-0.0004	-0.002	-0.0007
Si	6.8337	1.3468	6.8278	0.0001	-0.0013	0
Si	9.557	4.0824	6.8131	-0.0004	-0.0019	-0.0009
Si	6.8007	6.8095	6.8126	0	-0.0023	-0.001
Si	9.5307	9.5309	6.8133	0.0004	-0.0022	-0.0007
Si	-0.0094	2.7085	8.1818	0	-0.0017	0.0004
Si	2.7196	-0.0153	8.1616	0	-0.0014	0.0003
Si	-0.0116	8.1391	8.1541	-0.0001	-0.0011	0.0006
Si	2.7009	5.433	8.1712	-0.0002	-0.0021	0.0001
Si	5.4224	2.6942	8.1559	-0.0002	-0.0011	0.0006
Si	8.1693	-0.0182	8.1803	-0.0002	-0.0017	0.0001
Si	5.4354	8.1512	8.1777	0.0004	-0.0017	-0.0002
Si	8.149	5.414	8.1627	0.0004	-0.0007	0.0008
Si	1.3487	4.068	9.5291	0.0002	-0.0022	0.0001
Si	4.057	1.3494	9.5402	0.0001	-0.0021	0.0002
Si	1.3319	9.5092	9.503	0.0002	-0.0019	0.0006
Si	4.0392	6.7987	9.5112	0	-0.0024	0.0005
Si	6.7683	4.0431	9.5136	-0.0002	0.0002	0.0004
Si	9.4867	1.3631	9.5272	-0.0001	-0.0019	0.0003
Si	6.8216	9.4831	9.5248	0.0002	-0.0002	0.0001
Si	9.5241	6.7583	9.5243	-0.0002	0.0007	0.0004
Si	-0.0493	-0.0187	10.8412	0.0002	-0.0019	0.0001
Si	2.6636	2.7087	10.9106	-0.0006	-0.0021	0.001
Si	-0.0235	5.3846	10.9088	0	0.0008	0.0007
Si	2.6377	8.1117	10.8741	-0.0002	-0.0002	-0.0009
Si	5.4418	-0.0476	10.8444	0.0004	0.0008	-0.0006
Si	8.11	2.6904	10.9071	0.0006	-0.0008	-0.0006
Si	5.3767	5.4057	10.8309	0.0003	-0.0009	0.0005
Si	8.1665	8.1006	10.8969	-0.0004	-0.0002	0.0009
Si	1.2333	1.3505	12.2286	-0.0018	-0.0016	0.0005
Si	4.0059	4.1147	12.2443	0.0004	0.0011	-0.0006
Si	1.2854	6.7578	12.3028	0.0004	0	-0.0006
Si	4.0474	9.4703	12.1349	0.0007	0.0002	0.001
Si	6.7699	1.2833	12.2567	-0.0004	-0.0014	-0.0005
Si	9.4907	4.0288	12.2708	-0.0008	-0.0014	-0.0004
Si	6.7706	6.6865	12.1862	-0.0002	-0.0011	-0.0015
Si	9.5452	9.4839	12.2287	0.0004	0.0007	0.0011
Si	-0.1736	2.6095	13.7088	0.0001	-0.0017	0.0011
Si	2.6532	-0.0449	13.4144	-0.0001	-0.0002	-0.0006
Si	-0.0562	8.1409	13.6772	-0.0002	-0.0007	-0.0019
Si	2.6201	5.4104	13.7026	0	-0.0001	0.0011
Si	5.3697	2.7085	13.5073	0.0014	-0.0017	-0.0005
Si	8.1628	-0.1169	13.6044	0.0013	0.0003	0.0006
Si	5.3586	8.0336	13.4498	-0.0003	-0.0017	0
Si	8.1166	5.3702	13.6139	-0.0003	-0.0014	0.0016
Si	1.1585	4.0355	15.033	0.0003	0	0.0013
Si	3.8785	1.4079	14.7379	-0.0003	0.0007	0.0024
Si	1.4835	9.4839	14.8996	0.0012	-0.0002	-0.0008
Si	4.0785	6.7913	14.9857	0.0003	-0.0002	-0.0009
Si	6.8341	3.8518	14.9223	0.0003	-0.0005	0.0012
Si	9.4001	1.1475	15.1797	-0.0007	0.0003	-0.0022
Si	6.6751	9.4016	14.7807	0.0002	-0.0002	-0.0013
Si	9.2441	6.9348	15.0122	-0.001	-0.0001	-0.0016
Si	0.3078	0.0207	16.2922	0.0005	-0.0019	0.0033
Si	2.3366	2.3852	16.2304	0.0004	-0.0006	0.005
Si	-0.1574	5.6465	16.1832	-0.0004	-0.0018	0.0039
Si	3.2405	8.6448	16.294	0.0002	0.0011	0.0026
Si	5.2898	-0.0089	15.8497	0.0014	-0.0004	0.0035
Si	7.5742	2.0822	16.4466	-0.0007	-0.0012	0.0084
Si	5.6598	5.4345	16.0896	0	-0.0026	0.0036
Si	7.4763	7.9426	16.4661	-0.0026	-0.0006	0.0078
Si	-1.4226	15.2802	21.1185	0.0002	-0.001	0.0108
Si	2.1043	6.427	33.6193	-0.0014	0.0011	-0.01
Si	-27.3975	18.8675	31.6389	0.0002	0.0006	-0.0069
Si	-11.7537	2.0971	32.724	0.001	0.0021	-0.0057
Si	1.9087	6.7711	17.8583	-0.0012	-0.0029	0.0087
Si	-8.7702	-3.9965	23.2969	0.0012	0.003	0.0055
Si	-4.4652	2.8407	29.7499	-0.0012	0.002	-0.0043
Si	16.5791	0.6395	20.4188	-0.0025	-0.0004	0.0064
Si	-2.3131	-0.5651	24.8392	-0.0007	0.0006	0.004
Si	-17.9212	8.7521	24.9402	0.0001	-0.0006	0.0029
Si	-9.3666	8.5875	30.2173	0.001	0.0003	-0.005
Si	21.1792	-15.485	18.9177	-0.0019	-0.001	0.0075
Si	-6.0426	11.0658	23.1764	-0.0008	0.0032	0.0059
Si	3.8233	13.0891	24.8997	-0.0004	0.0011	0.0021
Si	-13.2728	9.34	22.0608	-0.0003	0.0019	0.0095
Si	-6.4151	4.8166	23.2962	-0.0008	0.0042	0.0071
Si	-21.479	-13.2639	21.6516	0.0007	0.0003	0.0072
Si	-0.2349	10.9364	22.8587	-0.0004	0.0018	0.0034
Si	14.6232	-6.6108	18.0725	0.0001	-0.0022	-0.0025
Si	-9.7079	6.0814	26.0952	0.0001	0.003	0.003
Si	-5.6133	19.827	28.6767	-0.0005	-0.0009	-0.0033
Si	-19.7108	12.7637	32.9516	0.0026	-0.001	-0.0088
Si	-7.3945	10.2928	32.0617	0.0002	-0.0007	-0.0066
Si	7.8264	-2.6915	26.8652	0.0003	0.0013	-0.0003
Si	-12.0862	12.4735	35.609	-0.001	-0.0004	-0.0095
Si	9.6923	4.4938	26.2591	-0.0005	-0.0008	-0.0003
Si	-0.6844	-1.6011	18.8562	0.0012	-0.0002	0.009
Si	1.362	3.3142	25.6601	-0.0014	0.0001	-0.0024
Si	-24.9997	2.6448	19.5918	-0.0003	0.0012	0.007
Si	-25.294	9.5447	19.2714	-0.0024	0.0007	0.0093
Si	-7.1679	3.1804	30.5516	0.0032	0.002	-0.0023
Si	-4.0377	26.4716	27.5967	0.0001	0.0013	-0.001
Si	15.9278	3.5054	20.4835	0	-0.0007	0.0094
Si	-2.4326	6.5197	29.1742	-0.0007	0.0014	-0.0041
Si	-15.1622	12.5943	24.7512	-0.0009	0.0011	0.0012
Si	4.7059	22.5212	29.6218	0.0021	0.001	-0.0009
Si	-2.4244	3.8241	23.7212	-0.0007	0.0025	0.0046
Si	-23.8573	-6.5936	30.9176	-0.002	-0.0001	-0.0049
Si	-18.7779	16.8799	30.8706	0.0002	0.002	-0.0059
Si	5.8927	-4.4582	25.3626	0.0016	0.0008	0.0031
Si	8.7961	-0.3557	33.6312	0.0034	-0.001	-0.0073
Si	-11.1773	8.1957	32.5814	0.0002	-0.0008	-0.0074
Si	0.1337	13.7548	22.9416	0	-0.0005	0.0051
Si	-9.3627	-6.9461	35.4207	0.0012	-0.001	-0.0114
Si	-15.0408	-1.5717	35.3181	0.0002	-0.0009	-0.011
Si	7.9874	6.8668	31.9246	-0.0003	-0.0047	-0.0065
Si	-19.1403	8.4634	27.5513	0.0008	0	-0.0015
Si	-17.3971	18.1176	35.4271	-0.0002	-0.0001	-0.0084
O	0.0979	-13.3418	-6.4856	0.0002	0.0001	0.0044
O	-1.4675	5.2989	-7.7334	-0.0008	0.0001	0.0028
O	-2.2947	2.3707	-1.0424	-0.0025	0.0024	0.0051
O	2.3477	-1.278	-6.3378	0.0024	0.0022	0.0021
O	-2.9618	8.5501	-1.3779	0.0025	-0.0027	0.0066
O	-9.8765	7.6311	-4.0857	0.0015	-0.0018	0.0045
O	-8.0549	11.3139	-4.3291	-0.0012	0.002	0.0036
O	-0.3157	5.7908	-10.838	-0.0001	0.0028	-0.0019
O	-10.3017	23.163	-14.9866	-0.0009	0.0001	-0.0021
O	2.2066	-5.2626	-5.2583	-0.001	0	0.0042
O	-1.275	6.6565	-0.5681	-0.0003	0.0003	0.0003
O	6.0846	10.5256	-1.2835	-0.002	0.0023	0.0057
O	-5.9104	-0.2198	-15.8736	0.0015	0.0016	-0.0059
O	-20.1293	9.1421	-8.8108	0.0003	-0.0001	0.0021
O	-22.6431	2.4968	-3.1829	-0.0004	-0.0014	0.0086
O	-14.6267	3.1979	-13.0773	0.001	0.0007	-0.0034
O	-0.786	5.2477	17.6765	0.0004	0.0003	-0.0065
O	-5.886	4.0155	22.003	0.0009	-0.0013	-0.0085
O	-3.1604	0.7257	25.3666	-0.0005	0	-0.0016
O	-5.741	-17.2418	17.3527	0.0016	0.0011	-0.004
O	-9.6051	23.0285	16.7578	-0.001	-0.0012	-0.0053
O	-1.1732	7.7558	18.5209	0	-0.0007	-0.0031
O	-13.4082	15.1642	27.1481	0.0007	0.003	-0.0023
O	4.4345	9.0581	32.5515	0.0001	-0.0001	0.0017
O	1.2443	18.1332	21.9761	-0.0012	0.0014	-0.0055
O	10.0571	10.8094	24.3764	0.0004	0.0002	-0.0032
O	5.2386	12.6894	25.6325	-0.0004	-0.0002	-0.0026
O	7.8992	2.445	18.0052	0.0004	-0.0018	-0.0095
O	6.7078	6.5273	16.6912	-0.0005	0.0009	-0.0024
O	3.0953	2.8844	17.5884	-0.0006	-0.0003	-0.0056
O	18.1303	-2.3093	17.975	0.0019	-0.0031	-0.0054
O	4.311	9.8304	16.6862	-0.0002	-0.001	-0.0008
O	-9.1089	2.7908	34.2717	-0.0008	0.003	0.0071
O	-12.263	-8.2809	23.5019	0.0017	0.0008	-0.0037
O	9.594	5.74	20.2513	0.0006	0.0014	-0.006
O	3.917	-6.572	19.6662	-0.0019	0.0008	-0.0105
O	-2.5536	15.4612	22.2895	0.0016	0.0005	-0.0034
O	-2.2204	-1.5398	26.1215	-0.0008	0.0006	-0.0023
O	12.0201	-7.4535	24.0554	-0.0012	0	-0.0063
O	2.9037	19.106	23.7628	-0.0005	0.0027	-0.003
O	1.0032	-4.3714	19.1698	0.0021	0.0007	-0.0082
O	-4.8783	10.4507	19.234	0.0009	-0.0014	-0.0054
O	13.6815	5.473	17.614	0.0005	0.0007	-0.0005
O	-3.0046	5.2472	31.8565	0.0013	0	0.0015
O	1.8675	7.1677	27.0139	0.0005	0	-0.0007
O	10.7342	3.2105	26.3026	0.0004	-0.0001	-0.0014
O	13.6534	8.1271	17.7975	0.002	-0.0007	-0.0079
O	-13.8638	14.0581	30.2051	0.0018	0.0007	0.0021
O	-10.5804	-1.7853	20.129	-0.0021	0.0007	-0.0054
O	6.3531	11.8722	16.6416	-0.0014	-0.002	-0.0064
O	-16.0924	5.7414	23.9022	-0.0008	-0.0004	-0.002
O	-6.1852	12.8065	20.2484	0.0017	0.0027	-0.0021
O	-1.0622	3.4337	31.8268	0.0001	-0.0008	0.0056
O	4.8251	-11.9463	24.2218	-0.0012	0.004	-0.0035
O	0.0627	-0.8966	17.627	0.0013	0.0014	-0.0068
O	-2.6762	-3.4061	30.4367	-0.0007	-0.0003	0.0035
O	-1.7306	4.8267	24.7653	0	-0.0017	-0.0044
O	-7.2586	1.1676	23.6421	-0.0001	-0.0003	-0.0038
O	7.176	1.3576	20.4835	-0.0005	0.0005	-0.0071
O	-12.6983	11.074	35.1194	-0.0006	0.0019	0.0047
O	-16.2024	8.2359	35.069	0.0012	-0.0002	0.0048
O	-26.9989	-2.2106	30.2214	-0.0005	-0.0006	0.0028
O	-7.6377	18.8387	36.3132	-0.0024	0.0016	0.0091
O	-7.2208	12.8897	29.4031	0.0002	0.0012	0.0016
O	-12.1461	19.04	22.0301	0.0012	0.0003	-0.0029
O	-25.2193	-1.8401	20.8573	-0.0008	0.0006	-0.008
O	-10.0924	-1.169	22.6091	-0.0019	-0.0013	-0.004
O	11.8225	-4.0495	16.5599	-0.0007	-0.0015	-0.0004
O	-12.9312	-3.4435	27.9025	-0.0002	0.0008	0.0009
O	-5.0262	5.2231	26.4425	0.0003	0.0013	0.0005
O	12.0228	17.3763	24.526	0.0005	0.0049	-0.0043
O	12.8882	15.5771	26.2155	-0.0003	0.0011	-0.0036
O	-23.3189	7.1754	32.7515	0.0006	0.0007	0.0024
O	-28.0449	10.4343	28.5607	0.0002	-0.0005	0.0008
O	-3.544	-1.06	33.8727	-0.0014	-0.0003	0.0067
O	-10.8746	3.9881	21.7784	-0.0021	0.002	-0.0062
O	-9.2241	-5.4939	34.7513	-0.0014	-0.003	0.0063
O	4.0132	14.6006	24.3726	0.0004	0.0018	-0.0012
O	9.0667	-7.7303	20.171	-0.0026	-0.0017	-0.0066
O	-27.9568	7.5052	25.5282	0.0002	0.0012	-0.0028
O	-18.8449	2.7348	31.8872	-0.0017	-0.0013	0.0035
O	-19.657	7.0861	30.0875	0.0027	-0.0005	0.0025
O	-1.5158	10.7204	21.8612	-0.0019	-0.0014	-0.0054
O	5.3197	-7.5033	30.8233	-0.0025	-0.0004	0.0004
O	-12.9114	-0.7052	19.0852	-0.0006	-0.0003	-0.0048
O	-7.8682	-1.5415	26.2195	0.0002	0.0009	-0.0014
O	-4.3295	8.7813	27.7063	-0.0013	0.0019	0.0023
O	-8.388	2.1645	25.8567	0.0004	-0.0004	-0.0034
O	-5.9094	-4.9492	36.217	0.0015	-0.0018	0.0059
O	-6.6992	12.2884	37.0217	-0.0003	-0.0003	0.0031
O	-15.1796	7.496	32.4376	0.0013	0.0017	0.0018
O	-21.6826	1.1067	36.4616	0.0021	-0.0021	0.006
O	-14.4873	18.088	25.6859	-0.0013	0.0012	-0.0002
O	-18.6294	15.4977	30.0428	-0.0004	0.0008	0.0021
O	-4.7523	-18.3317	28.2748	0.0006	0.0003	0.0027
O	-3.0041	9.5157	23.5688	0.0013	-0.0006	-0.0061
O	-18.1736	-4.0085	34.0503	0.0019	-0.0005	0.0069
O	0.5974	1.5138	32.3484	-0.001	0.0008	0.0024
O	-4.3738	-7.1178	19.856	0.0003	-0.0011	-0.0009
O	-6.8489	7.9925	28.2374	0.0011	0.0027	0.001
O	-2.0071	0.9204	32.5928	0	-0.0005	0.0008
O	1.437	9.6843	37.0498	-0.0002	-0.0007	0.0042
O	-15.5317	23.0266	29.5873	-0.0014	0.0006	0.0011
O	-18.5841	16.6232	22.9377	0.0004	0.0004	-0.0018
O	-4.0817	4.1556	37.0677	0.0004	-0.0008	0.0011
O	4.4467	0.2989	31.1397	-0.0014	-0.0014	0.002
O	-11.751	9.5661	33.2106	-0.0022	0.0031	0.0025
O	0.1888	15.1772	36.3491	-0.0019	0.0023	0.0055
O	-6.4714	6.6556	31.2587	0.0001	0.0001	0.0035
O	-14.7385	16.724	28.7427	0.0006	0.0011	0.0007
O	-15.5713	1.0497	23.3366	-0.002	0.0012	-0.003
O	-8.235	14.4181	36.4896	0.0018	-0.0023	0.0076

Results
free energy: -161100.668 eV
free energy less fixed offsets of O -570.45, Si -639.56 eV per atom: 2.852 eV

The program warned: the cutoff lies below the one the program advises for these potential files; the forces do not sum to zero within the program's tolerance; empty levels may hold ghost states of the PAW files; the exchange-correlation potential is rough where the density is thin.
